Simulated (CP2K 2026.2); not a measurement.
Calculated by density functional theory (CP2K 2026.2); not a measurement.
Periodic cell of 504 atoms, Si360O144, from a study of silicon, its oxide and their interface. The atomic structure is a simulated model.
Doubt: the forces sum to 1.50 eV/angstrom along one axis rather than to zero, so they err by at least 0.0030 eV/angstrom per atom on average; the grid cutoff is modest.

Settings
functional: PBE
method: Gaussian and plane waves
basis set: DZVP-MOLOPT-SR-GTH
pseudopotentials: GTH-PBE
grid cutoff: 350 Ry, relative cutoff 50 Ry
k points: Gamma only
occupations: fixed
spin: none
net charge: 0

Cell vectors (angstrom)
a 16.32 0 0
b 0 16.32 0
c 0.7021 -1.3062 34.6567

Atoms and the computed forces on them: element, x, y, z (angstrom), force x, y, z (eV/angstrom)
Si 1.614 14.679 0.236 -0.002 -0.008 -0.246
Si 4.317 1.218 0.07 -0.008 0.019 -0.224
Si 0.872 4.332 0.075 0.184 -0.03 -0.175
Si 4.314 6.56 0.156 -0.105 -0.065 -0.492
Si 0.941 9.768 0.065 0.024 -0.103 -0.188
Si 3.767 12.449 0.06 -0.027 0.019 -0.369
Si 6.421 15.226 0.043 0.012 0.099 -0.217
Si 10.474 -0.161 34.561 -0.109 0.015 -0.23
Si 6.485 4.315 0.122 0.038 -0.162 -0.461
Si 10.123 5.578 34.53 0.029 -0.087 -0.172
Si 7.93 7.845 34.577 -0.329 0.249 -0.114
Si 9.787 11.879 0.223 -0.032 0.17 -0.009
Si 11.993 15.25 0.182 0.172 -0.081 -0.145
Si 14.696 1.647 0.129 0.018 -0.1 -0.045
Si 12.534 3.896 0.048 0.075 -0.104 -0.106
Si 15.095 6.717 0.147 0.097 0.052 -0.134
Si 12.784 8.558 34.623 -0.022 0.1 -0.242
Si 15.189 12.107 0.181 -0.033 0.121 -0.232
Si 2.751 0.03 1.424 0.091 -0.066 -0.184
Si 5.431 2.723 1.493 -0.055 0.062 -0.199
Si 2.651 5.398 1.356 -0.172 -0.053 -0.243
Si 5.526 8.151 1.342 0.221 0.117 -0.142
Si 2.648 10.847 1.37 -0.086 0.02 -0.24
Si 5.372 13.594 1.385 -0.019 0.011 -0.075
Si 8.128 0.031 1.286 -0.012 0.01 -0.193
Si 10.87 2.737 1.304 0.142 -0.046 -0.167
Si 8.194 5.436 1.317 -0.139 0.08 -0.134
Si 10.933 8.15 1.26 -0.04 0.099 -0.299
Si 8.216 10.693 1.465 0.046 0.004 -0.169
Si 10.864 13.603 1.453 -0.032 -0.031 -0.296
Si 13.57 0.057 1.501 0.023 0.087 -0.275
Si 16.23 2.767 1.522 -0.07 -0.057 -0.251
Si 13.593 5.46 1.462 0.044 -0.115 -0.238
Si 16.241 8.228 1.516 0.071 -0.067 -0.243
Si 13.553 10.958 1.455 0.174 -0.014 -0.24
Si 0.047 13.578 1.579 -0.021 -0.04 -0.234
Si 1.349 1.371 2.781 -0.031 0.02 -0.026
Si 3.992 4.051 2.79 -0.045 0.062 0.118
Si 1.369 6.831 2.772 0.003 -0.016 0.082
Si 4.1 9.512 2.689 -0.018 -0.042 -0.015
Si 1.372 12.175 2.883 0 -0.054 0.188
Si 4.08 14.969 2.828 0.009 -0.035 0.127
Si 6.856 1.386 2.777 0.061 -0.046 0.112
Si 9.521 4.08 2.705 0.014 -0.053 0.052
Si 6.845 6.79 2.757 0.027 -0.025 0.104
Si 9.584 9.409 2.823 0.013 -0.112 0.033
Si 6.796 12.185 2.696 -0.008 0.058 -0.082
Si 9.428 14.954 2.741 -0.012 0.053 0.038
Si 12.181 1.416 2.82 -0.006 -0.015 0.067
Si 14.92 4.126 2.893 0.036 0.091 0.148
Si 12.205 6.822 2.747 -0.002 -0.012 0.079
Si 14.86 9.548 2.849 -0.06 0.017 0.144
Si 12.248 12.31 2.845 0.002 0.054 0.104
Si 14.962 14.993 2.829 -0.047 0.015 -0.032
Si 16.325 0.024 4.178 -0.025 -0.009 0.048
Si 2.68 2.707 4.195 0.054 0.057 0.017
Si 16.329 5.493 4.202 -0.032 -0.07 -0.099
Si 2.756 8.175 4.13 -0.031 -0.071 -0.001
Si 16.275 10.856 4.229 0.081 0.046 -0.092
Si 2.727 13.593 4.215 -0.012 0.025 -0.1
Si 5.476 0.019 4.163 -0.028 -0.094 -0.087
Si 8.191 2.751 4.15 -0.056 -0.065 -0.006
Si 5.42 5.433 4.118 0.03 0.018 -0.075
Si 8.18 8.11 4.2 0.024 -0.034 -0.071
Si 5.425 10.871 4.101 0.018 0.013 0.051
Si 8.109 13.565 4.117 0.048 0.051 0.038
Si 10.814 -0.004 4.147 0.045 0.051 -0.109
Si 13.554 2.742 4.229 -0.053 0.041 -0.086
Si 10.855 5.441 4.12 -0.02 0.052 -0.041
Si 13.535 8.149 4.194 0.062 0.067 -0.045
Si 10.89 10.877 4.166 -0.012 -0.024 -0.045
Si 13.612 13.643 4.214 -0.037 -0.05 0.027
Si 1.383 14.961 16.518 0.061 -0.053 -0.003
Si 4.088 1.376 16.551 0.021 -0.003 0.038
Si 1.375 4.104 16.528 -0.011 0.005 0.017
Si 4.069 6.806 16.575 -0.008 0.004 0.063
Si 1.356 9.52 16.56 -0.049 -0.023 0.059
Si 4.043 12.215 16.538 0.013 0.046 0.037
Si 6.796 14.988 16.543 -0.024 -0.045 0.046
Si 9.499 1.371 16.522 0.014 0.037 0.039
Si 6.786 4.094 16.556 0.006 0 0.048
Si 9.497 6.792 16.537 -0.017 0.014 0.041
Si 6.779 9.518 16.554 0.016 0.035 0.054
Si 9.495 12.237 16.529 0.015 0.017 0.037
Si 12.251 14.966 16.508 0.011 0.003 0.004
Si 14.983 1.386 16.498 0.016 -0.021 -0.01
Si 12.232 4.1 16.535 -0.033 -0.031 0.052
Si 14.928 6.781 16.534 0.021 0.022 0.055
Si 12.237 9.51 16.513 0.024 0.002 0.009
Si 14.984 12.231 16.532 -0.022 -0.012 0.037
Si 2.701 0.032 17.906 0.016 -0.085 0.083
Si 5.454 2.723 17.951 -0.058 0.045 -0.009
Si 2.732 5.418 17.955 -0.063 0.008 0.102
Si 5.4 8.197 17.959 0.047 -0.073 -0.058
Si 2.7 10.873 17.977 -0.004 0.01 -0.057
Si 5.408 13.598 17.861 0.017 0.004 0.142
Si 8.139 0.053 17.934 0.05 0 -0.054
Si 10.862 2.73 17.888 0.008 -0.016 0.078
Si 8.117 5.473 17.942 0.048 -0.053 0.061
Si 10.889 8.138 17.88 -0.056 0.064 0.029
Si 8.163 10.857 17.926 -0.074 0.019 0.133
Si 10.852 13.633 17.865 0.012 -0.102 -0.018
Si 13.661 -0.007 17.846 -0.069 0.05 0.067
Si 16.313 2.77 17.881 0.062 -0.035 0.028
Si 13.576 5.439 17.953 0.008 0.014 0.01
Si 16.293 8.135 17.894 0.01 0.046 0.11
Si 13.592 10.873 17.882 0.014 -0.038 0.07
Si 16.415 13.543 17.893 -0.035 0.148 -0.082
Si 1.382 1.471 19.264 -0.002 0.081 -0.149
Si 4.139 4.089 19.362 0.017 0.035 -0.064
Si 1.299 6.758 19.297 -0.078 -0.066 -0.08
Si 4.013 9.5 19.371 -0.013 0 0.058
Si 1.359 12.204 19.399 -0.038 0 0.098
Si 4.042 14.94 19.257 -0.025 -0.07 -0.077
Si 6.781 1.373 19.368 0.035 -0.018 0.014
Si 9.467 4.064 19.29 0.005 -0.075 -0.046
Si 6.778 6.876 19.337 0.054 0.046 -0.007
Si 9.576 9.484 19.29 0.015 0.038 -0.182
Si 6.748 12.239 19.256 0.001 -0.075 -0.194
Si 9.533 15.018 19.25 -0.008 -0.007 -0.036
Si 12.288 1.355 19.202 -0.03 0.015 -0.081
Si 14.946 4.059 19.311 -0.007 -0.011 -0.073
Si 12.182 6.794 19.317 -0.002 -0.042 -0.055
Si 14.926 9.487 19.281 0.018 -0.012 -0.005
Si 12.229 12.277 19.205 -0.099 0.003 -0.094
Si 15.111 14.987 19.171 0.139 -0.057 -0.132
Si 16.373 0.101 20.585 -0.119 -0.043 0.218
Si 2.75 2.749 20.729 0.065 -0.042 0.218
Si 16.246 5.397 20.726 0.024 0.127 0.212
Si 2.613 8.102 20.706 -0.076 -0.058 0.176
Si 16.272 10.799 20.74 -0.146 -0.073 0.307
Si 2.731 13.611 20.748 0.023 0.077 0.236
Si 5.371 -0.03 20.65 -0.029 -0.082 0.175
Si 8.131 2.737 20.77 0.058 0.097 0.12
Si 5.463 5.517 20.747 -0.137 0 0.154
Si 8.228 8.171 20.715 0.074 -0.064 0.22
Si 5.392 10.879 20.703 0.11 0.062 0.044
Si 8.122 13.668 20.538 -0.175 0.069 0.159
Si 10.969 0.006 20.594 0.142 -0.051 0.278
Si 13.6 2.684 20.653 -0.028 -0.074 0.311
Si 10.833 5.403 20.668 -0.073 -0.04 0.221
Si 13.536 8.138 20.681 0.008 0.137 0.175
Si 10.912 10.903 20.625 0.095 -0.024 0.279
Si 13.733 13.607 20.413 -0.076 -0.022 0.297
Si 1.609 15.337 21.952 0.05 0.026 0.259
Si 3.884 1.122 22.073 -0.099 -0.05 0.132
Si 1.56 4.31 22.052 0.082 -0.055 0.32
Si 3.776 6.582 22.079 0.095 0.087 0.13
Si 0.902 9.043 22.064 0.167 0.278 0.157
Si 4.314 12.437 22.107 -0.051 -0.074 0.359
Si 6.505 14.69 21.949 0.213 0.077 0.14
Si 9.84 1.578 21.927 0.052 -0.125 0.309
Si 7.017 4.392 22.125 0.101 0.034 0.077
Si 9.325 6.516 22.116 -0.054 0.038 0.073
Si 7.141 9.89 21.916 -0.127 -0.038 0.362
Si 9.332 12.173 21.812 -0.002 0.05 0.206
Si 12.706 15.173 21.79 -0.088 -0.055 0.077
Si 14.787 1.142 22.029 0.063 -0.003 0.174
Si 12.009 3.828 21.976 -0.087 -0.066 0.11
Si 14.933 6.866 22.093 0.017 0.034 0.211
Si 12.461 9.756 22.043 -0.021 0.172 -0.025
Si 14.63 12.027 21.939 0.012 0.042 -0.049
Si 5.474 2.724 24.367 0.073 -0.039 0.402
Si 5.961 13.139 28.432 -0.144 0.199 -0.114
Si 5.632 -0.396 27.224 -0.087 -0.039 0.408
Si 10.639 8.44 24.222 -0.149 0.028 0.266
Si 12.055 4.937 27.054 -0.256 -0.216 0.378
Si 7.214 2.116 26.784 0.021 0.005 0.499
Si 12.998 10.014 27.805 0.107 0.13 0.075
Si 14.304 12.093 29.749 0.074 -0.024 -0.428
Si 11.148 12.386 26.647 0.04 -0.007 0.516
Si 7.994 12.283 26.095 -0.059 0.194 0.381
Si 9.823 0.173 24.722 0.062 0.237 0.574
Si 3.826 5.515 32.023 0.116 -0.199 -0.545
Si 1.404 13.871 26.422 0.227 0.14 0.543
Si 2.303 7.978 31.745 -0.037 0.147 -0.535
Si 11.946 0.941 29.268 0.075 -0.046 -0.287
Si 8.116 11.788 29.928 0.052 0.082 -0.42
Si 7.064 8.086 31.632 -0.005 -0.162 -0.515
Si 1.646 9.268 25.144 -0.219 -0.066 0.482
Si 3.707 4.475 26.315 -0.042 0.135 0.657
Si 0.858 11.736 28.709 0.078 -0.012 -0.048
Si 6.511 5.101 30.863 0.01 -0.026 -0.391
Si 6.705 7.586 26.613 0.009 -0.299 0.362
Si 4.026 7.293 25.043 0.14 -0.051 0.541
Si 14.615 12.72 32.619 -0.119 -0.15 -0.139
Si 10.412 2.221 26.8 0.007 0.136 0.188
Si 16.477 13.441 23.893 -0.123 0.006 0.429
Si 6.193 4.922 27.822 0.005 0.027 0.028
Si 8.802 12.177 32.723 0.064 0.046 -0.283
Si 10.943 7.832 27.383 -0.023 -0.075 0.533
Si 4.476 1.05 31.853 0.056 -0.144 -0.578
Si 11.116 13.703 23.959 -0.056 -0.131 0.157
Si 9.781 0.394 31.447 0.021 -0.171 -0.63
Si 14.23 6.877 32.457 0.272 0.036 -0.305
Si 10.095 13.808 30.727 0.022 0.047 -0.495
Si 4.617 10 31.812 -0.145 0.048 -0.501
Si 7.327 15.048 24.894 -0.148 -0.152 0.657
Si 16.084 2.966 24.305 0.09 -0.167 0.254
Si 2.823 -1.15 30.597 0.192 -0.152 -0.393
Si 13.214 3.603 29.71 0.186 -0.086 -0.292
Si 8.232 8.856 28.891 -0.118 0.06 -0.111
Si 16.15 7.245 29.986 0.244 -0.109 -0.422
Si 12.11 4.508 32.392 0.02 -0.229 -0.35
Si 12.401 14.241 28.863 0.04 -0.01 -0.088
Si 2.574 11.981 24.591 0.079 0.214 0.58
Si 7.898 9.501 24.64 -0.205 -0.018 0.557
Si 2.564 0.086 27.66 0.067 -0.026 0.038
Si 16.282 4.081 29.745 0.002 0.053 -0.209
Si 1.131 2.866 27.103 0.225 -0.063 0.384
Si 2.119 2.986 31.837 -0.081 0.085 -0.594
Si 7.394 2.272 31.787 -0.208 0.167 -0.435
Si 3.598 12.186 29.873 -0.164 0.08 -0.362
Si 13.691 5.072 24.359 -0.131 0.016 0.25
Si 15.878 9.15 27.366 -0.105 0.064 0.263
Si 16.86 14.837 32.65 0.256 0.041 -0.211
Si 1.353 14.97 5.559 0.003 -0.046 -0.023
Si 4.086 1.36 5.539 -0.017 -0.008 -0.034
Si 1.344 4.092 5.563 -0.013 0.01 -0.033
Si 4.09 6.803 5.523 0.002 0.024 -0.083
Si 1.368 9.499 5.542 -0.036 0.003 -0.035
Si 4.1 12.219 5.544 -0.001 0.041 -0.046
Si 6.797 14.942 5.532 -0.027 0.006 -0.038
Si 9.504 1.371 5.547 0.012 -0.013 -0.046
Si 6.788 4.087 5.514 -0.003 -0.005 -0.066
Si 9.524 6.761 5.564 -0.07 0 -0.027
Si 6.791 9.52 5.506 0.033 -0.005 -0.056
Si 9.496 12.235 5.513 -0.008 -0.002 -0.031
Si 12.203 14.985 5.544 0.005 0.001 -0.025
Si 14.946 1.367 5.558 -0.003 0.024 -0.024
Si 12.196 4.115 5.56 0.069 -0.04 -0.022
Si 14.936 6.82 5.563 0.024 0 -0.027
Si 12.217 9.528 5.573 -0.004 -0.011 -0.016
Si 14.949 12.256 5.583 0.009 0.02 -0.007
Si 2.725 0.005 6.921 0.011 -0.016 0.002
Si 5.44 2.727 6.906 -0.003 -0.005 -0.004
Si 2.725 5.451 6.911 0.002 -0.028 0.002
Si 5.442 8.166 6.899 -0.011 -0.022 0.003
Si 2.722 10.871 6.912 -0.019 0.009 -0.003
Si 5.443 13.592 6.917 0.003 -0.001 0.014
Si 8.147 -0.004 6.907 0.014 -0.005 0.015
Si 10.858 2.729 6.926 -0.008 0.005 0.021
Si 8.14 5.425 6.919 0.025 0.003 0.032
Si 10.862 8.152 6.929 0.007 0.024 0.025
Si 8.143 10.877 6.898 -0.009 0.027 -0.006
Si 10.852 13.599 6.902 0.023 0.002 -0.012
Si 13.578 0.008 6.925 -0.007 0.004 -0.008
Si 16.304 2.729 6.931 -0.017 0.022 0.002
Si 13.579 5.453 6.931 -0.009 0.008 -0.007
Si 16.316 8.164 6.928 0.007 -0.012 0.001
Si 13.584 10.887 6.939 0.015 -0.006 0.007
Si 16.318 13.613 6.94 -0.017 0.008 0
Si 1.358 1.367 8.291 -0.004 0.005 0.005
Si 4.081 4.086 8.283 0.011 0.021 0.003
Si 1.359 6.799 8.292 -0.031 -0.01 0.005
Si 4.081 9.515 8.286 -0.004 0.003 0
Si 1.365 12.238 8.29 0.002 0.022 0.002
Si 4.081 14.956 8.289 -0.024 -0.01 0.003
Si 6.791 1.36 8.283 -0.022 -0.026 -0.005
Si 9.497 4.077 8.303 -0.023 -0.03 0.003
Si 6.792 6.805 8.284 0.008 0.01 -0.005
Si 9.498 9.521 8.287 -0.003 -0.024 -0.001
Si 6.8 12.236 8.29 0.008 0.011 0.007
Si 9.507 14.962 8.287 0.012 0.009 0
Si 12.225 1.372 8.298 0.036 0.017 0.002
Si 14.942 4.088 8.299 -0.001 -0.024 0.007
Si 12.226 6.809 8.309 0.021 0.012 0
Si 14.956 9.527 8.3 0.022 0.034 0.002
Si 12.215 12.25 8.293 -0.011 -0.013 0.004
Si 14.944 14.969 8.299 -0.001 -0.021 0.01
Si 16.315 0.007 9.666 -0.01 0.002 0.002
Si 2.719 2.729 9.661 -0.008 -0.009 0.003
Si 16.314 5.443 9.666 0.005 -0.004 0
Si 2.718 8.16 9.663 -0.003 0.006 -0.001
Si 16.32 10.886 9.667 -0.012 -0.006 0.006
Si 2.721 13.599 9.665 -0.004 -0.004 0.005
Si 5.436 0.002 9.661 0.006 0.011 0.001
Si 8.143 2.714 9.671 0.024 0.007 0.008
Si 5.434 5.447 9.662 -0.008 -0.01 -0.004
Si 8.144 8.163 9.666 0.002 0.009 0
Si 5.435 10.878 9.663 -0.004 0.005 -0.001
Si 8.154 13.6 9.667 0.004 0.006 0.002
Si 10.868 0.002 9.665 0.001 -0.013 -0.008
Si 13.588 2.725 9.673 -0.005 0.003 0.003
Si 10.861 5.442 9.671 0.005 0.005 -0.001
Si 13.593 8.168 9.673 -0.004 -0.014 0.008
Si 10.86 10.882 9.665 0.008 0.012 -0.004
Si 13.583 13.604 9.668 0.007 0.007 0.006
Si 1.359 14.962 11.035 -0.006 -0.009 0
Si 4.078 1.366 11.034 -0.006 -0.01 -0.001
Si 1.358 4.086 11.039 -0.011 -0.003 0.006
Si 4.074 6.802 11.041 -0.002 0.001 0.002
Si 1.36 9.522 11.036 -0.006 0.004 -0.001
Si 4.078 12.238 11.04 -0.006 0.008 0.002
Si 6.795 14.963 11.039 0.002 -0.012 -0.004
Si 9.508 1.359 11.042 -0.007 -0.005 -0.002
Si 6.789 4.086 11.038 0 -0.008 -0.002
Si 9.503 6.805 11.042 0.005 0.008 -0.002
Si 6.788 9.521 11.045 -0.002 -0.003 0.002
Si 9.508 12.242 11.048 0.006 0.001 0
Si 12.229 14.966 11.045 0.003 0.002 -0.002
Si 14.956 1.366 11.043 0.009 0.003 0.004
Si 12.226 4.085 11.042 0.004 -0.011 0
Si 14.956 6.805 11.04 -0.003 0.007 0
Si 12.226 9.526 11.041 0.009 0.003 -0.002
Si 14.951 12.243 11.036 0.003 0.008 0
Si 2.724 0.002 12.408 -0.016 0.013 0.001
Si 5.43 2.731 12.414 0.006 0 -0.002
Si 2.713 5.448 12.419 0.001 -0.008 0.006
Si 5.43 8.159 12.419 -0.011 0.003 -0.002
Si 2.72 10.876 12.414 -0.001 0.008 0.004
Si 5.437 13.601 12.412 0.008 0.014 -0.009
Si 8.15 0.004 12.42 0.013 -0.001 0
Si 10.866 2.725 12.413 0.01 0.002 -0.003
Si 8.144 5.446 12.417 0.006 -0.001 0.001
Si 10.863 8.166 12.414 0.003 -0.014 -0.007
Si 8.144 10.884 12.423 0.007 -0.007 0.002
Si 10.874 13.601 12.42 -0.001 0.009 -0.009
Si 13.594 0.007 12.417 0.002 -0.017 -0.005
Si 16.322 2.725 12.414 -0.018 -0.007 -0.001
Si 13.591 5.446 12.411 0.003 0.001 0
Si 16.321 8.162 12.41 0.007 0.011 0
Si 13.595 10.879 12.414 -0.014 0.006 0.002
Si 16.318 13.601 12.407 -0.008 -0.003 -0.006
Si 1.372 1.367 13.783 0.027 -0.031 0.001
Si 4.077 4.092 13.794 -0.013 0.005 0.005
Si 1.356 6.812 13.795 -0.035 0.01 0.004
Si 4.071 9.513 13.797 0.01 -0.007 0
Si 1.357 12.238 13.78 -0.02 0.015 0.001
Si 4.085 14.964 13.785 0.013 -0.042 -0.005
Si 6.79 1.374 13.788 -0.009 -0.003 0.002
Si 9.506 4.086 13.786 -0.002 -0.01 0.002
Si 6.784 6.801 13.798 0.021 -0.001 -0.002
Si 9.501 9.519 13.795 0.003 0.027 -0.002
Si 6.781 12.243 13.799 -0.015 0.032 -0.002
Si 9.511 14.962 13.792 0.014 -0.015 -0.009
Si 12.232 1.372 13.786 -0.013 0.006 -0.001
Si 14.96 4.091 13.781 -0.001 -0.012 0.001
Si 12.223 6.802 13.78 -0.001 0.014 -0.001
Si 14.959 9.515 13.784 0.008 -0.012 0.001
Si 12.238 12.239 13.791 0.023 -0.008 -0.009
Si 14.964 14.963 13.781 -0.011 0.019 -0.007
Si 16.335 0.001 15.147 -0.043 -0.018 0.003
Si 2.727 2.728 15.167 -0.03 -0.014 -0.008
Si 16.315 5.448 15.162 0.017 0.014 -0.012
Si 2.715 8.16 15.185 0.011 0.015 0
Si 16.328 10.868 15.158 -0.001 0.017 -0.006
Si 2.725 13.595 15.147 0.007 0.046 -0.03
Si 5.435 0.015 15.164 0.009 0.009 -0.003
Si 8.141 2.74 15.165 0.041 0.011 -0.023
Si 5.424 5.451 15.184 -0.009 -0.024 -0.004
Si 8.139 8.16 15.174 -0.021 -0.023 -0.007
Si 5.424 10.874 15.172 0.009 0.001 -0.014
Si 8.142 13.611 15.166 0.008 -0.018 0.004
Si 10.872 0.01 15.156 0.003 -0.009 0.003
Si 13.594 2.74 15.153 0.006 -0.005 0.009
Si 10.864 5.446 15.159 0.017 -0.008 -0.01
Si 13.593 8.15 15.147 -0.01 0.011 -0.015
Si 10.868 10.88 15.159 -0.014 0 0.004
Si 13.616 13.594 15.154 -0.021 0.005 0.02
O 11.65 12.742 25.15 0.013 -0.042 -0.717
O 7.682 2.241 33.39 -0.014 -0.11 0.443
O 11.604 9.626 34.061 -0.023 -0.217 0.566
O 5.236 7.857 25.985 -0.354 0.155 -0.109
O 13.688 -0.012 22.541 0.149 0.032 -0.656
O 6.805 9.298 23.442 -0.095 0.082 -0.305
O 3.289 6.802 31.19 -0.164 0.039 0.096
O 9.371 0.81 23.308 0.094 0.267 -0.455
O 6.667 5.429 29.279 -0.026 0.267 0.201
O 10.15 7.077 23.451 0.108 0.011 -0.043
O 8.105 11.188 22.344 0.028 -0.128 -0.281
O 1.544 13.997 33.598 -0.149 0.144 0.236
O 14.931 4.061 24.604 0.158 0.244 0.096
O 5.036 10.429 33.325 -0.011 0.089 0.617
O 16.167 -0.258 33.457 -0.258 0.293 0.026
O 6.154 3.885 23.446 0.205 0.009 -0.079
O 1.684 -0.871 26.683 -0.201 -0.113 -0.234
O 6.083 4.119 34.183 -0.093 0.09 0.603
O 2.724 0.061 22.668 0.032 0.029 -0.525
O 1.733 2.268 33.25 -0.141 -0.153 0.615
O 8.807 2.346 26.844 -0.151 0.036 0.035
O 16.865 4.253 34.312 -0.125 -0.206 0.307
O 12.78 3.336 33.305 -0.141 -0.052 0.078
O 16.944 9.677 34.213 -0.212 -0.156 0.623
O 6.846 12.577 27.208 0.014 -0.173 -0.28
O 13.648 8.189 33.242 0.06 0.045 0.484
O 6.766 12.686 29.766 0.129 -0.15 0.361
O 4.418 0.838 33.474 0.018 0.111 0.451
O 15.357 6.13 33.374 0.284 0.075 0.089
O 9.344 -1.066 30.821 0.016 0.009 0.354
O 1.5 9.463 23.54 -0.02 0.252 -0.279
O 8.191 5.435 22.732 -0.013 0.054 -0.788
O 4.353 7.359 23.445 0.165 -0.065 -0.499
O 6.05 -1.254 34.09 0.041 -0.068 0.468
O 13.57 10.764 29.137 0.121 0.067 0.061
O 10.894 2.719 22.506 0.206 0.046 -0.196
O 3.382 12.296 34.188 0.102 0.083 0.622
O 5.47 13.54 22.553 0.018 -0.111 -0.565
O 6.656 3.408 27.582 0.079 -0.201 -0.168
O 1.925 7.647 33.297 0.123 0.129 0.403
O 4.412 3.287 25.467 0.305 -0.187 -0.238
O 9.561 8.273 28.144 0.201 0.182 0.087
O 6.681 0.799 27.596 0.039 0.138 -0.024
O 15.681 13.846 32.124 0.195 -0.08 0.168
O 0.917 3.194 30.739 0.191 -0.274 0.441
O 16.069 7.968 22.569 0.213 0.169 -0.318
O 9.522 12.183 26.688 0.092 -0.216 -0.162
O 6.896 5.963 26.769 0.292 0.102 -0.115
O 8.989 6.686 34.042 0.179 0.184 0.385
O 12.555 4.386 23.427 -0.172 0.018 -0.385
O 2.662 5.445 22.597 0.171 -0.108 -0.128
O 3.185 13.588 30.579 -0.253 0.029 0.301
O 7.654 13.149 33.337 -0.03 0.01 0.269
O 3.347 2.08 31.247 0.038 -0.056 0.301
O 8.446 -0.24 25.513 -0.029 0.054 -0.136
O 14.255 6.385 23.553 0.027 0.222 -0.336
O 12.976 5.87 32.319 -0.038 -0.038 -0.016
O 14.844 7.273 30.98 -0.496 -0.172 0.543
O 12.321 14.07 22.955 0.116 0.164 -0.084
O 10.67 4.893 33.086 0.014 -0.067 0.584
O 4.703 1.654 23.414 0.144 0.113 -0.414
O 15.344 11.549 33.476 0.052 -0.014 0.105
O 7.117 15.379 23.323 -0.223 -0.163 -0.493
O 15.852 7.98 28.535 0.041 -0.084 -0.037
O 6.91 8.346 28.054 0.002 0.144 0.056
O 5.705 8.918 31.242 0.06 0.098 0.228
O 4.539 11.308 30.85 0.191 0.081 0.275
O 0.658 14.829 23.209 -0.194 0.239 -0.06
O 11.654 -1.263 34.185 -0.122 -0.243 0.487
O 2.606 4.48 32.232 0.019 0.217 0.231
O 2.51 -0.577 29.122 0.09 -0.22 0.105
O 9.948 12.909 23.153 -0.054 -0.149 -0.298
O 7.82 8.179 25.602 0.299 0.154 -0.365
O 2.748 8.157 25.498 -0.118 -0.214 -0.286
O 11.637 13.978 30.273 0.075 0.064 0.255
O 14.308 1.432 34.15 -0.253 0.069 0.29
O 4.954 4.73 31.148 -0.218 -0.057 0.248
O 7.57 10.858 25.465 -0.027 -0.346 -0.1
O 16.737 10.422 27.888 -0.207 -0.014 0.061
O 13.826 13.452 28.956 0.329 -0.106 -0.201
O 14.339 9.571 26.969 -0.061 0.021 -0.317
O 7.48 8.551 33.137 0.041 -0.115 0.453
O 13.02 5.407 25.822 0.22 0.037 -0.558
O 16.372 13.7 25.513 -0.183 -0.092 -0.482
O 11.927 9.089 23.464 0.151 -0.264 -0.018
O 7.434 3.816 31.234 0.139 0.038 0.192
O 2.229 4.025 26.793 0.161 0.004 -0.396
O 1.286 12.288 23.623 -0.043 -0.141 -0.239
O 2.712 13.274 25.613 0.088 -0.134 -0.22
O 11.16 6.219 27.549 0.155 -0.078 -0.011
O 15.454 1.731 23.436 -0.199 0.037 -0.26
O 13.178 1.994 29.418 0.044 0.026 0.148
O 10.046 13.093 32.183 0.04 -0.139 0.32
O 5.968 15.271 25.769 -0.009 -0.185 -0.581
O 8.164 8.354 30.44 0.152 0.122 0.239
O 16.445 3.463 28.241 0.107 -0.239 -0.116
O 13.422 13.36 33.497 0.061 -0.08 0.285
O 3.115 9.378 31.731 -0.168 -0.004 -0.029
O 10.63 15.108 24.581 -0.021 0.08 0.142
O 6.672 2.041 25.247 -0.102 -0.178 -0.609
O 9.364 12.82 29.64 -0.116 0.077 -0.07
O 4.399 6.006 33.465 0.272 0.124 0.353
O 4.563 4.91 27.655 -0.225 -0.035 -0.368
O 7.866 13.513 25.04 0.267 -0.015 -0.324
O 11.087 3.693 26.597 -0.097 -0.139 -0.16
O 15.089 12.883 23.282 0.102 0.187 0.21
O 1.029 8.072 30.726 0.249 0.22 0.432
O 12.074 3.968 30.834 -0.104 -0.044 0.516
O 13.894 12.088 31.308 -0.056 -0.072 0.248
O 1.893 1.555 27.69 0.078 0.142 0.118
O 5.957 1.579 31.404 -0.007 -0.039 0.13
O 11.179 0.794 30.694 -0.212 0.083 0.227
O 3.85 11.794 23.597 0.201 -0.082 -0.638
O 4.116 0.198 27.173 0.124 -0.079 0.005
O 10.969 8.168 25.794 0.093 0.151 -0.546
O 11.536 13.638 27.625 -0.289 0.223 0.005
O 8.228 10.503 28.925 0.102 -0.027 0.211
O 13.539 10.926 22.546 0.033 0.02 -0.557
O 4.463 12.485 28.504 0.068 0.007 0.011
O 1.449 -0.889 31.431 -0.403 0.037 0.463
O 11.964 11.032 27.057 -0.28 0.136 -0.39
O 12.573 -0.465 28.705 -0.038 -0.109 -0.233
O 6.876 6.459 31.679 -0.137 0.004 0.456
O 16.619 8.773 25.955 0.078 0.142 -0.292
O 4.145 -0.399 31.178 -0.001 -0.071 0.375
O 1.161 13.059 27.811 -0.061 0.208 -0.118
O 14.726 3.94 30.221 -0.198 0.3 0.514
O 12.943 4.44 28.333 0.111 0.225 -0.011
O 9.436 9.541 24.109 0.071 0.175 -0.411
O 8.182 11.306 31.482 0.138 -0.043 0.274
O 16.623 5.689 29.722 0.025 -0.031 0.072
O 8.597 1.447 31.059 0.139 0.136 0.077
O 9.986 0.369 33.061 0.17 -0.009 0.696
O 5.788 14.763 28.366 -0.114 -0.035 -0.083
O 10.761 1.213 25.568 0.019 -0.146 -0.439
O 3.636 5.759 25.359 0.154 0.04 -0.118
O 16.638 2.448 25.757 -0.107 -0.166 -0.634
O 0.992 3.641 23.467 0.062 -0.164 -0.209
O 10.894 1.554 28.193 -0.176 0.058 0.011
O 12.152 8.656 28.13 -0.104 -0.209 0.145
O 9.407 11.161 33.8 0.092 -0.241 -0.024
O 15.931 12.063 29.694 -0.235 -0.028 0.429
O 2.225 11.38 29.517 -0.094 -0.053 0.318
O 2.252 10.727 25.595 -0.013 0.117 -0.182

Results
total energy: -101659.225 eV
total energy less fixed offsets of O -438.35, Si -107.03 eV per atom: -6.025 eV
